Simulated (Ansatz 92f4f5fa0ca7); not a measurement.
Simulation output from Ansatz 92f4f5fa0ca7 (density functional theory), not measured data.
Periodic cell of 226 atoms, Si134O92, from a study of silicon, its oxide and their interface. The atomic structure is a simulated model.
Doubt: the cutoff is far below the 930 eV that the study's wrapper takes by default for these files, so forces and energies are approximate.
This geometry differs little from another in the collection (a relaxation step or a small displacement).

Settings: functional PBE; potential files Ansatz PAW; basis plane waves; wave-function cutoff 580 eV; density cutoff ratio 5; exchange-correlation grid ratio 1; k mesh 1 x 1 x 1, Gamma-centred; self-consistency stop 5e-08 eV per atom in the density residual; occupations fixed; spin none; net charge 0.

Cell vectors (angstrom)
a 10.938 0 0
b 0 10.938 0
c 0 0 32.9109

Atoms: element, x, y, z (angstrom)
Si -0.1519 0.1945 25.3844
Si 5.8575 -0.3027 25.4616
Si 2.5493 2.9827 25.5227
Si 8.5892 2.443 25.5655
Si 0.2736 5.1038 25.648
Si 5.2388 5.6847 25.3826
Si 2.9876 7.9321 25.2448
Si 8.0906 8.3981 25.3054
Si 1.4221 1.3202 26.7538
Si 6.9299 1.304 26.7971
Si 4.1284 4.1459 26.7978
Si 9.667 3.9809 26.962
Si 1.4471 6.8302 26.7149
Si 6.8896 6.8238 26.6573
Si 4.1611 9.4883 26.66
Si 9.6181 9.5505 26.7049
Si 2.7987 -0.0644 28.0801
Si 8.2668 -0.0546 28.1564
Si 0.0969 2.6242 28.2251
Si 5.503 2.7109 28.1031
Si 2.7514 5.4788 28.1594
Si 8.2156 5.4495 28.1105
Si 0.0356 8.1797 28.0832
Si 5.5111 8.1581 28.0983
Si 4.1018 1.3673 29.4927
Si 9.5708 1.3673 29.4927
Si 1.3673 4.1018 29.4927
Si 6.8362 4.1018 29.4927
Si 4.1018 6.8362 29.4927
Si 9.5708 6.8362 29.4927
Si 1.3673 9.5708 29.4927
Si 6.8362 9.5708 29.4927
Si 0 0 30.8599
Si 5.469 0 30.8599
Si 2.7345 2.7345 30.8599
Si 8.2035 2.7345 30.8599
Si 0 5.469 30.8599
Si 5.469 5.469 30.8599
Si 2.7345 8.2035 30.8599
Si 8.2035 8.2035 30.8599
Si 1.3673 1.3673 32.2272
Si 6.8362 1.3673 32.2272
Si 4.1018 4.1018 32.2272
Si 9.5708 4.1018 32.2272
Si 1.3673 6.8362 32.2272
Si 6.8362 6.8362 32.2272
Si 4.1018 9.5708 32.2272
Si 9.5708 9.5708 32.2272
Si 2.7345 0 0.6835
Si 8.2035 0 0.6835
Si 0 2.7345 0.6835
Si 5.469 2.7345 0.6835
Si 2.7345 5.469 0.6835
Si 8.2035 5.469 0.6835
Si 0 8.2035 0.6835
Si 5.469 8.2035 0.6835
Si 4.1018 1.3673 2.0507
Si 9.5708 1.3673 2.0507
Si 1.3673 4.1018 2.0507
Si 6.8362 4.1018 2.0507
Si 4.1018 6.8362 2.0507
Si 9.5708 6.8362 2.0507
Si 1.3673 9.5708 2.0507
Si 6.8362 9.5708 2.0507
Si 0 0 3.418
Si 5.469 0 3.418
Si 2.7345 2.7345 3.418
Si 8.2035 2.7345 3.418
Si 0 5.469 3.418
Si 5.469 5.469 3.418
Si 2.7345 8.2035 3.418
Si 8.2035 8.2035 3.418
Si 1.4283 1.3021 4.8272
Si 6.7519 1.4216 4.8176
Si 4.0151 4.1478 4.8095
Si 9.5188 4.1662 4.7115
Si 1.3381 6.8641 4.8214
Si 6.7793 6.901 4.6675
Si 4.0363 9.6332 4.8697
Si 9.5083 9.6332 4.7668
Si 2.7541 0.0253 6.4931
Si 8.0535 -0.007 6.1535
Si -0.1756 2.6377 5.9394
Si 5.3451 2.7885 6.2177
Si 2.5966 5.4634 6.2773
Si 8.178 5.6119 5.9756
Si -0.0573 8.2626 6.1236
Si 5.376 8.1299 6.0693
Si 3.7611 1.883 7.8086
Si 9.6406 1.1825 7.3945
Si 1.2215 3.7622 7.3606
Si 6.6574 4.4455 7.2444
Si 4.3461 6.5516 7.5004
Si 9.2572 7.1542 7.4114
Si 0.9123 9.8199 7.5943
Si 6.913 9.2845 7.374
O 5.5329 5.4653 7.9238
O -0.0482 0.1943 7.701
O 2.3731 2.8223 8.0606
O 8.1273 8.256 7.8241
O 2.2752 8.5445 23.8612
O 8.1376 5.4901 22.826
O 6.9464 9.5244 24.8608
O 1.3878 4.0517 25.0044
O 6.1027 9.8269 8.6481
O -0.2758 4.1607 8.7697
O 0.7355 9.2152 9.1142
O 7.7923 3.9191 8.3196
O 9.7929 6.5891 8.8766
O 4.4823 1.8808 9.2928
O 3.8171 7.2696 8.8876
O 9.3503 1.8844 8.8641
O 5.2688 0.5248 24.1766
O 8.0102 3.2677 24.2909
O 11.7402 6.69 19.7767
O 5.8972 4.8726 24.1085
O 8.8273 7.8016 23.9233
O 3.3068 2.386 24.1943
O 4.127 6.7936 24.8058
O 11.4064 -0.4459 23.9891
Si 11.7912 9.0909 10.7372
Si 7.1375 15.3721 11.456
Si 8.2909 11.407 15.0474
Si 2.1017 13.1574 19.2828
Si 4.7805 13.5749 10.7401
Si 1.7531 -2.3572 17.57
Si 5.0018 1.4964 18.7228
Si 0.8623 -0.5922 20.0642
Si -0.7561 7.731 12.9525
Si -3.1468 -1.8751 16.5578
Si 9.1939 2.5257 16.656
Si 8.983 3.3903 9.259
Si 6.5738 10.0838 10.2531
Si 10.9218 5.6548 9.553
Si 1.7502 9.0346 14.4789
Si 4.019 12.1138 23.374
Si 5.3666 3.0378 21.3334
Si -3.7621 7.6153 12.0084
Si -1.896 -1.8083 19.1648
Si 11.4415 5.6973 21.0335
Si 6.3875 2.3497 15.9502
Si 16.5995 4.4522 14.0733
Si 0.0692 4.8945 12.6364
Si 10.379 2.2868 13.9464
Si 1.7178 9.9062 23.0991
Si 3.1524 4.6739 12.1471
Si 5.9924 6.9356 15.9915
Si -4.8214 9.5572 18.9497
Si 10.6379 6.8054 18.5719
Si 4.3412 7.0384 18.5709
Si -0.2527 3.909 18.7573
Si 4.5667 0.1537 12.1294
Si 12.4907 11.356 12.662
Si 2.7512 6.9666 10.0823
Si 7.1934 4.262 23.3168
Si 9.4037 6.3867 23.3035
Si 4.6978 -2.3142 13.8266
Si 3.2482 4.8325 20.7314
O 9.0463 -1.5723 17.5482
O -4.4805 9.6303 17.3465
O 11.7195 1.7625 13.1616
O 10.4966 6.2001 13.4251
O 3.8195 5.8631 19.5905
O 12.4213 6.2144 9.2908
O 7.5148 11.3034 10.4753
O -3.4206 -3.4637 16.3045
O 5.9008 3.8264 10.5614
O 15.2014 4.7819 13.3179
O -1.2759 1.3347 24.9519
O 5.1379 8.1796 15.3435
O 8.9211 11.8563 16.512
O 3.0565 8.2596 13.7952
O 5.0263 10.1266 10.926
O 2.0065 5.4347 21.6369
O 13.2429 8.3252 10.8605
O 1.2689 -1.2412 21.5338
O 1.1093 3.1003 18.3216
O 5.5434 2.6507 19.7596
O 3.0211 7.6382 17.8687
O 1.9345 -1.7577 16.0865
O 0.7245 10.5101 11.5199
O 2.9323 0.0314 23.0664
O 3.3759 3.3706 11.1936
O 0.3742 7.7193 17.4314
O -0.5456 13.7414 15.5362
O -2.3945 7.8847 12.9412
O 7.2433 6.0597 11.4289
O 5.1795 8.252 19.3174
O 5.2846 6.4156 17.3811
O 5.7536 7.8077 12.8531
O 10.7302 5.2485 11.0743
O -0.4905 6.4902 22.0526
O -1.6697 1.0684 13.8719
O -0.5422 5.3139 17.9606
O 8.1098 9.7924 15.1255
O 6.8561 4.0237 13.0228
O 4.5488 4.4329 21.6145
O 8.5224 3.7802 10.7637
O 7.5495 9.4463 19.7703
O 10.6768 8.0921 11.4086
O 7.7524 14.1703 16.2761
O 1.7847 10.5876 14.0547
O 0.2484 8.5302 13.9995
O 10.0792 3.6509 13.104
O 14.2915 5.9827 11.1997
O -3.7747 8.5911 10.7385
O -0.1947 4.3231 20.3716
O 6.8039 12.0649 14.9474
O 13.9372 11.5541 11.9802
O 16.2679 3.2712 15.1438
O 6.801 3.3462 22.0314
O 5.2711 12.5714 11.937
O 5.3522 10.9483 19.3208
O 3.3774 1.5791 18.5007
O 9.5169 2.908 18.2113
O 1.252 11.953 20.0352
O 1.6408 9.6712 18.7904
O 10.2555 5.6507 24.453
O 6.1511 5.7352 14.9281
O 4.6105 1.7557 21.9913
O 2.6973 14.2982 20.2763
O -0.7516 20.9959 19.8814
O 4.8131 -0.6914 13.5318
O 5.7169 1.7658 17.3016
O 1.6681 4.633 12.8236
O 9.3344 7.5086 19.2746

Results
free energy: -137503.599 eV
free energy less fixed offsets of O -568.88, Si -635.61 eV per atom: 5.101 eV

Forces (eV/angstrom), in the order of the atoms: element, x, y, z
Si 0.0011 0.0005 -0.0089
Si -0.0095 0.0056 0.0158
Si 0.0011 0.0009 -0.0089
Si -0.0055 0.0068 0.0197
Si -0.0015 0.0049 0.0187
Si 0.0029 -0.003 -0.0053
Si -0.0041 0.0066 0.0038
Si -0.0022 -0.0049 -0.0074
Si 0.0045 -0.0062 0.0049
Si -0.0003 0.0013 -0.0034
Si 0.0051 -0.0045 0.0025
Si 0.0022 -0.0027 -0.003
Si -0.0045 0 -0.0036
Si 0.008 -0.005 0.0047
Si -0.0017 0.0045 -0.0031
Si 0.0082 -0.0063 0.0018
Si 0.0019 -0.0019 -0.0027
Si -0.0053 0.0058 0.0034
Si -0.0049 0.0064 -0.0001
Si 0.0002 0.0011 -0.0009
Si -0.0013 0.002 0.0028
Si -0.0028 0.0031 -0.0033
Si 0.0015 -0.0017 -0.0006
Si -0.0031 0.0008 0.0021
Si 0.1059 -0.13 -0.2833
Si 0.1282 -0.4345 0.579
Si 0.2587 0.0034 0.3816
Si -0.0075 -0.01 -0.0967
Si 0.2487 0.0705 0.1641
Si 0.0721 0.0166 -0.2651
Si 0.1172 -0.0817 -0.2844
Si 0.0125 -0.2003 -0.0025
Si -0.1259 0.0704 0.0372
Si 0.0242 0.011 -0.0232
Si -0.0169 0.1532 0.0205
Si 0.0046 0.0282 -0.0409
Si -0.035 -0.0373 -0.0234
Si -0.0626 0.0212 -0.0031
Si 0.0434 0.0434 -0.0192
Si -0.0662 0.0509 -0.0034
Si 0.0154 -0.0832 -0.0217
Si 0.0302 0.0231 -0.0254
Si 0.0876 -0.0707 0.0015
Si -0.0043 -0.0175 -0.0151
Si -0.0059 -0.0243 -0.0254
Si 0.0578 -0.0541 -0.0199
Si -0.0195 -0.0133 -0.0134
Si 0.091 -0.0593 -0.0047
Si 0.0016 0.0482 0.0452
Si -0.0751 0.0177 0.0101
Si -0.0475 0.0692 0.0091
Si 0.0111 0.0266 0.007
Si -0.0425 0.0142 0.0211
Si -0.0394 0.0394 0.0515
Si -0.0515 0.0043 0.0047
Si -0.0285 0.0564 0.0011
Si 0.0364 -0.0144 0.0067
Si 0.0895 0.0142 0.056
Si -0.0363 -0.0572 0.0393
Si -0.0904 -0.1782 -0.0327
Si 0.0905 -0.0515 0.0177
Si 0.0751 0.0346 -0.0076
Si -0.0973 -0.102 -0.0181
Si 0.1225 -0.0545 -0.0128
Si 0.1985 -0.0541 0.0247
Si -0.2947 0.074 0.3267
Si -0.0472 -0.1409 0.1167
Si -0.4847 0.035 -0.0493
Si 0.2151 0.2773 -0.1768
Si -0.4047 -0.1766 -0.2727
Si -0.0994 0.3071 0.4041
Si 0.0376 0.4996 -0.5852
Si 0.0183 0.0009 -0.0031
Si -0.0133 -0.0029 0.0005
Si 0.002 -0.0141 -0.0011
Si -0.0031 0.0062 -0.004
Si -0.0086 -0.0012 -0.001
Si 0.0084 0.0025 -0.0082
Si -0.0029 -0.0019 -0.0011
Si 0.0007 -0.0151 -0.0066
Si -0.0022 0.0027 0.0054
Si 0.0064 0.0157 0.0066
Si -0.0361 -0.0244 0.0121
Si 0.0102 0.0225 0.0101
Si -0.0109 -0.0039 -0.0064
Si -0.0066 0.0037 0.0239
Si -0.0023 0.0003 0.0048
Si -0.0051 0.0011 -0.0086
Si 0.0166 -0.0127 0.0054
Si -0.0027 0.0052 -0.0068
Si 0.076 -0.0042 -0.0509
Si 0.007 -0.0163 -0.0362
Si 0.0055 0.0078 0.0235
Si 0.0081 -0.0188 -0.033
Si -0.0047 0.0044 -0.0026
Si 0.0485 -0.0202 -0.0369
O -0.0057 0.0025 0.006
O 0.0054 0.001 0.0036
O -0.0104 0.0082 0.0022
O -0.0279 0.0188 0.0158
O 0.0009 -0.0022 -0.0023
O -0.0018 0.0005 -0.0046
O 0.0087 -0.0096 -0.0025
O 0.0074 -0.0065 -0.0039
O -0.0093 -0.0185 0.1124
O -0.1389 -0.0265 0.0699
O 0.0019 -0.0012 0.0022
O 0.0019 0.0103 0.0014
O -0.0037 0.0065 0.0088
O -0.0095 0.0029 -0.0082
O 0.0023 -0.0033 -0.007
O 0.0095 -0.0324 -0.0078
O 0.0049 -0.0001 -0.0073
O 0.0002 0.0015 -0.0105
O 0.001 -0.0012 -0.0009
O -0.0027 0.0016 0.0006
O -0.0037 0.0068 0.0013
O -0.0066 0.0092 0.0065
O 0.0011 -0.0011 -0.0011
O -0.0041 0.0021 0.0027
Si 0.0009 0.0098 -0.0075
Si 0.0006 -0.0238 -0.0115
Si -0.0008 0.0054 -0.011
Si -0.0013 -0.0014 0.004
Si 0.0173 -0.0189 -0.0044
Si 0.0017 -0.0002 0.005
Si 0.0021 -0.003 0.0015
Si -0.0018 0.0008 0.0023
Si 0.0182 0.0067 -0.0032
Si 0.001 0.005 0.0019
Si -0.0023 -0.0025 -0.0016
Si 0.0883 0.0604 -0.0338
Si 0.0626 0.2261 0.0616
Si 0.0037 0.0118 -0.011
Si -0.0004 0.0017 -0.0003
Si 0.0016 0.0004 -0.0035
Si 0.0009 0.0003 0.0026
Si -0.0018 -0.0675 0.0564
Si -0.002 -0.0001 0.0031
Si 0.0004 -0.0012 0.0017
Si 0.004 -0.0001 -0.0045
Si 0.0008 -0.0061 -0.0017
Si 0.005 -0.0198 0.0005
Si -0.0061 -0.0081 0.0006
Si -0.0003 -0.0009 -0.0026
Si 0.0072 -0.0065 -0.0115
Si 0.0012 -0.0012 0.0037
Si 0.0006 -0.0012 0.0048
Si -0.0029 0.0006 0.0052
Si 0.002 0.0042 0.0044
Si -0.002 -0.0004 0.0032
Si 0.0254 0.0393 0.0091
Si -0.0089 0.0017 -0.0065
Si 0.0013 0 -0.0034
Si -0.0019 -0.001 0.0017
Si 0.0009 0.0007 -0.0023
Si -0.0086 0.002 0.0144
Si -0.0002 0.0014 0.0034
O 0.0011 -0.0008 0.0009
O -0.0014 0.0006 0.0004
O 0.0048 -0.0031 -0.0025
O -0.0093 0.0149 0.0149
O -0.0022 -0.0044 0.0005
O -0.0026 -0.0049 -0.0021
O -0.1643 -0.1663 -0.0864
O -0.0002 -0.0021 -0.0031
O -0.0037 0.0052 0.0044
O -0.0026 0.0032 0.002
O 0.007 -0.0073 -0.0046
O -0.0008 0.0004 -0.004
O 0.0005 0.0009 0.0017
O 0.0023 -0.0011 -0.0007
O 0.0743 -0.0352 -0.0683
O 0.0001 0.0008 -0.0015
O 0.0011 -0.0002 0.006
O 0.0021 0.0002 0.0033
O 0.0027 -0.0007 -0.0015
O 0.0002 0.0028 0.0021
O -0.0007 0.0004 -0.0032
O 0.0008 0.0003 0.0016
O 0.0056 -0.0005 0.0066
O -0.0023 -0.0031 -0.0045
O -0.0081 0.0061 0.0064
O -0.0001 -0.0003 -0.0011
O 0.0013 0.0028 0.0002
O -0.0165 0.0054 -0.0106
O 0.0042 0.0397 0.0073
O -0.0004 0.0002 -0.0028
O -0.0007 0.0005 -0.0016
O 0.0112 0.0048 -0.0125
O -0.0122 0.0085 0.0024
O 0 0.001 -0.0027
O 0.005 0.0037 0.0075
O 0.0013 0.0021 -0.0013
O 0.0002 -0.0049 0.002
O 0.0024 0.0031 0.0022
O 0.0023 0.001 -0.0016
O 0.0045 0.0065 0.0191
O 0.0011 0.0001 -0.0027
O -0.0048 -0.0035 0.007
O 0.0007 0.0014 0.0001
O -0.0002 0.0009 -0.001
O -0.0061 -0.002 -0.001
O -0.0008 0.0038 0.0001
O -0.0003 0.0042 0.0033
O -0.002 0.0048 -0.0411
O 0.0013 0.0031 0.0004
O -0.0009 0.002 0.0046
O -0.0093 -0.0052 0.005
O -0.0006 0.0007 0.0009
O 0.0014 0.001 -0.0034
O -0.0074 0.0117 0.0088
O -0.001 0.0026 -0.0038
O -0.0002 0.0008 -0.0019
O 0.0001 0.0011 -0.0003
O 0.0001 -0.0002 -0.0023
O -0.0001 0.0012 -0.0016
O -0.0034 0.0002 -0.0024
O -0.0002 0.0051 0.0022
O -0.0019 -0.0024 -0.0006
O 0.0013 0.0035 -0.0013
O 0.0032 0.0017 -0.0021
O 0.0009 -0.0057 -0.0052
O -0.004 -0.001 0.0059
O 0.0026 -0.0004 0.0059
O 0.0023 -0.0006 -0.0028

The program warned: the cutoff lies below the one the program advises for these potential files; the exchange-correlation potential is rough where the density is thin.
